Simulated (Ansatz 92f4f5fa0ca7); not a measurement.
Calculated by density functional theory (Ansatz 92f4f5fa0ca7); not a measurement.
Periodic cell of 224 atoms, Si132O90B1H1, from a study of silicon, its oxide and their interface. The atomic structure is a simulated model.
Doubt: the cutoff is far below the 930 eV that the study's wrapper takes by default for these files, so forces and energies are approximate.
This geometry differs little from another in the collection (a relaxation step or a small displacement).

Settings
functional: PBE
potential files: Ansatz PAW
basis: plane waves
wave-function cutoff: 580 eV
density cutoff ratio: 5
exchange-correlation grid ratio: 1
k mesh: 1 x 1 x 1, Gamma-centred
self-consistency stop: 5e-08 eV per atom in the density residual
occupations: fixed
spin: none
net charge: 0

Cell vectors (angstrom)
a 10.938 0 0
b 0 10.938 0
c 0 0 33.1641

Atoms: element, x, y, z (angstrom)
Si 0.4625 -0.3487 25.7961
Si 5.3404 0.3281 25.6314
Si 2.9566 2.421 25.6232
Si 7.9755 3.029 25.9259
Si -0.2749 5.6375 25.6214
Si 5.8784 5.3187 25.7249
Si 2.6516 8.3204 25.5449
Si 8.5808 8.0258 25.655
Si 1.5099 1.2968 27.0967
Si 6.8002 1.4097 27.1202
Si 4.1266 4.1232 26.8634
Si 9.6057 4.1606 27.1264
Si 1.4043 6.7904 26.889
Si 6.9854 6.883 27.0428
Si 4.2012 9.5515 26.8813
Si 9.6999 9.5387 27.0475
Si 2.8428 -0.0905 28.4045
Si 8.2338 -0.022 28.363
Si 0.0478 2.6947 28.3762
Si 5.4114 2.7838 28.3992
Si 2.7513 5.4424 28.3075
Si 8.2297 5.4864 28.4609
Si 0.0696 8.1334 28.3864
Si 5.507 8.1982 28.3397
Si 4.1018 1.3673 29.7459
Si 9.5708 1.3673 29.7459
Si 1.3673 4.1018 29.7459
Si 6.8362 4.1018 29.7459
Si 4.1018 6.8362 29.7459
Si 9.5708 6.8362 29.7459
Si 1.3673 9.5708 29.7459
Si 6.8362 9.5708 29.7459
Si 0 0 31.1131
Si 5.469 0 31.1131
Si 2.7345 2.7345 31.1131
Si 8.2035 2.7345 31.1131
Si 0 5.469 31.1131
Si 5.469 5.469 31.1131
Si 2.7345 8.2035 31.1131
Si 8.2035 8.2035 31.1131
Si 1.3673 1.3673 32.4804
Si 6.8362 1.3673 32.4804
Si 4.1018 4.1018 32.4804
Si 9.5708 4.1018 32.4804
Si 1.3673 6.8362 32.4804
Si 6.8362 6.8362 32.4804
Si 4.1018 9.5708 32.4804
Si 9.5708 9.5708 32.4804
Si 2.7345 0 0.6835
Si 8.2035 0 0.6835
Si 0 2.7345 0.6835
Si 5.469 2.7345 0.6835
Si 2.7345 5.469 0.6835
Si 8.2035 5.469 0.6835
Si 0 8.2035 0.6835
Si 5.469 8.2035 0.6835
Si 4.1018 1.3673 2.0507
Si 9.5708 1.3673 2.0507
Si 1.3673 4.1018 2.0507
Si 6.8362 4.1018 2.0507
Si 4.1018 6.8362 2.0507
Si 9.5708 6.8362 2.0507
Si 1.3673 9.5708 2.0507
Si 6.8362 9.5708 2.0507
Si 0 0 3.418
Si 5.469 0 3.418
Si 2.7345 2.7345 3.418
Si 8.2035 2.7345 3.418
Si 0 5.469 3.418
Si 5.469 5.469 3.418
Si 2.7345 8.2035 3.418
Si 8.2035 8.2035 3.418
Si 1.3351 1.3686 4.813
Si 6.7925 1.3887 4.769
Si 4.0352 4.17 4.7443
Si 9.5605 4.1121 4.8189
Si 1.357 6.8441 4.8003
Si 6.8079 6.843 4.7944
Si 4.0747 9.5756 4.85
Si 9.5039 9.6288 4.6868
Si 2.6194 -0.0602 6.2373
Si 8.1431 -0.0073 6.0999
Si -0.04 2.7404 6.2245
Si 5.3291 2.7255 6.0428
Si 2.7157 5.4994 6.2326
Si 8.1199 5.4219 6.1744
Si -0.1388 8.2225 5.9932
Si 5.4446 8.1903 6.2329
Si 3.7701 1.6196 7.4162
Si 9.6756 1.1142 7.4602
Si 1.5813 3.8876 7.5383
Si 6.4988 4.1982 7.4157
Si 4.3743 6.5544 7.5935
Si 9.2516 7.116 7.3529
Si 0.8818 9.731 7.4408
Si 7.0614 9.3719 7.4992
O 9.6032 6.8221 25.118
O 4.1432 1.3656 25.102
O 8.1812 8.234 7.9674
O 2.6974 2.7488 7.998
O 6.9193 4.1159 25.2435
O 1.5172 9.4732 25.1445
O 5.4768 5.3783 7.9301
O -0.1277 0.0096 7.9112
O 6.9368 3.3633 8.7734
O 6.5243 10.1251 8.8772
O 10.1327 6.541 8.614
O 1.098 8.8292 8.803
O 4.5964 1.0465 8.7071
O 1.0118 4.6013 8.9316
O 8.9034 1.5399 8.8628
O 3.9455 7.0255 9.1134
O 8.0583 8.8725 24.3315
O 8.7709 2.281 24.7213
O 5.5562 6.2612 24.3974
O 2.0093 2.839 24.326
O 10.785 0.4144 24.4947
O 0.1769 4.7784 24.2777
O 7.1733 11.8327 20.5009
O 6.2345 10.8028 24.3169
Si 9.6983 1.3659 23.778
Si 4.7148 6.3648 20.4115
Si 1.0178 8.8704 10.4307
Si 17.2571 5.247 15.9097
Si 7.1522 2.1698 19.4621
Si 19.2334 14.3022 12.6147
Si 10.9131 4.9502 16.7865
Si 9.1096 -0.7223 16.4046
Si 15.2864 10.44 19.0047
Si 12.4879 2.9558 18.3064
Si 8.3254 2.9245 9.5015
Si 2.8995 7.8882 18.4166
Si 11.4101 1.0272 16.2812
Si 0.3386 13.5993 13.5557
Si 4.1154 2.4099 20.0036
Si 6.0526 2.4165 14.4324
B 6.7825 6.032 18.5681
Si 5.187 10.758 9.5806
Si 15.2399 6.5625 23.4062
Si 17.8261 10.2111 20.5514
Si 3.1029 4.303 21.875
Si 11.3694 9.5333 14.7907
Si 6.4381 11.5416 16.9273
Si 5.2265 8.2891 13.1098
Si 10.5008 5.1854 9.423
Si 3.6599 6.9241 15.4471
Si 7.4994 10.1612 23.4948
Si -2.2822 8.3201 18.7513
Si -0.4361 6.7617 12.0483
Si 1.5462 10.9681 12.3177
Si 10.9564 6.6714 19.0165
Si 3.816 8.1082 10.3169
Si 0.8119 3.5279 23.4289
Si 9.8702 3.797 19.0832
Si 4.779 11.2773 12.5416
Si 7.7641 6.2843 13.5125
Si 1.2752 5.3455 14.1233
O 9.9365 7.7853 19.6112
O 5.0286 1.767 13.3183
O 11.1705 2.8095 19.3029
O 7.2353 12.5439 17.9383
O 4.0681 7.9457 14.2284
O 3.8527 0.8214 19.8124
O 2.3215 8.0362 10.9437
O -1.2409 4.0458 17.4409
O 7.6477 4.8798 12.6496
O 9.2908 -2.0131 17.3776
O 5.8114 14.834 15.1114
O 5.4238 9.9234 13.2391
O 10.689 8.1254 11.1561
O 17.5751 5.1149 17.5296
O 1.2163 10.6227 15.7367
O 5.8685 12.3464 15.6709
O 1.5524 7.2488 19.1346
O 19.391 3.1911 19.6791
O 7.6264 18.0445 18.3943
O 12.4587 1.6429 17.3517
O 3.1616 11.0957 12.4259
O 3.2984 7.6465 24.1447
O 18.9309 9.5278 19.5845
O 9.3971 4.0629 9.0805
O 11.9216 9.7849 13.2958
O 3.8026 2.8512 21.5582
O 4.8347 7.0516 21.9182
O 1.1053 10.4531 10.8354
O 5.0607 6.257 15.8991
O 18.4523 10.4797 16.3291
O -2.8302 2.7777 11.1022
O 6.6024 7.4195 13.3101
O 5.6644 2.8534 19.6586
O 10.9608 5.1333 15.1894
O 16.0992 10.8166 17.6323
O 9.9694 11.5155 16.9502
O 0.1681 2.0988 15.0841
O 3.5901 5.0892 23.2265
O 13.963 -3.3499 16.8143
O 11.6891 8.0126 15.2305
O 5.4865 11.3584 11.0637
O 4.059 -1.3547 9.6562
O 8.651 11.2642 23.0777
O 4.8145 7.8684 11.5775
O 10.6071 2.4468 22.9327
O 3.5506 5.2299 20.6056
O 7.6306 5.8541 15.1063
O -0.542 5.5002 11.0088
O 9.747 9.8363 14.9391
O 0.826 12.3939 12.585
O 6.9693 9.6296 22.0586
O 1.4721 3.8414 13.4972
O 4.1835 7.2994 19.2078
O 2.6488 5.7886 14.8597
O 9.8689 14.226 13.0226
O 3.0489 9.5096 18.665
O 9.1891 6.9263 13.022
O 17.085 5.8468 19.7969
O 0.8532 6.4075 12.9752
O 10.7572 6.4749 17.3866
O 16.3604 9.7417 20.0138
O 1.4933 4.0991 22.0499
O 10.4217 5.2518 19.6958
O 23.248 4.3075 17.3798
O 13.9356 3.0954 19.0153
O 7.5163 2.4299 13.7075
H 11.2358 7.6692 16.0316

Results
free energy: -135271.481 eV
free energy less fixed offsets of B -154.04, H -15.97, O -568.88, Si -635.61 eV per atom: -1.751 eV

Forces (eV/angstrom), in the order of the atoms: element, x, y, z
Si 0.0036 -0.0036 -0.0006
Si -0.0014 -0.0009 -0.0024
Si -0.0011 -0.0009 -0.0018
Si -0.0001 0.0008 -0.0039
Si -0.0009 0.0004 -0.0014
Si 0.0005 0.0003 -0.0005
Si -0.0006 0.0005 0
Si 0.0001 -0.0017 -0.0022
Si 0.001 -0.0007 0.0022
Si -0.0003 0.0004 0.0007
Si 0.0007 -0.0002 0.0012
Si -0.0007 0.0002 0.0016
Si -0.0004 0.001 0.0004
Si 0.0003 -0.0018 0.0025
Si -0.001 0 0.0009
Si -0.0003 -0.0014 0.002
Si -0.0013 -0.0002 0.0007
Si 0.0001 0.0001 0.0012
Si 0.0002 0.0008 0.0008
Si -0.0004 0.001 0.0015
Si 0.0001 0.0006 -0.0003
Si -0.0007 0.0012 -0.0001
Si 0.0008 0.0006 0.0009
Si 0.0002 0.0006 -0.0008
Si 0.0737 -0.0345 0.2738
Si 0.0604 -0.0663 -0.1003
Si 0.2108 -0.0208 -0.2072
Si -0.2124 0.0749 0.2328
Si 0.0118 -0.0496 -0.4886
Si 0.3842 0.1359 0.5376
Si 0.2741 -0.3034 0.0725
Si 0.0874 -0.0226 -0.1308
Si -0.0018 0.0268 -0.0368
Si 0.066 0.1807 -0.0065
Si -0.046 -0.067 -0.0079
Si -0.0505 0.0189 -0.0262
Si -0.0686 0.0947 0.003
Si 0.0661 -0.0188 0.0026
Si -0.0851 0.0753 0.0164
Si 0.0779 0.0477 -0.0069
Si -0.006 0.0301 -0.004
Si 0.0298 -0.0845 -0.008
Si 0.0031 0.0005 -0.0176
Si 0.0628 -0.0261 -0.0339
Si 0.0599 -0.0832 -0.0147
Si -0.0179 0.0132 -0.0085
Si 0.0431 -0.062 -0.037
Si -0.0338 -0.0142 -0.011
Si -0.015 0.0082 0.0064
Si 0.0117 0.0738 0.0495
Si -0.0963 0.0255 0.0104
Si 0.0183 0.014 0.0133
Si -0.032 0.0265 0.0401
Si -0.0015 -0.013 0.0087
Si -0.0036 0.0012 0.0082
Si -0.0298 0.0849 0.0044
Si -0.019 -0.0311 0.0402
Si 0.0868 -0.0188 -0.0167
Si -0.0504 -0.1257 -0.0189
Si 0.0059 0.0031 0.0393
Si 0.0853 -0.0318 -0.0195
Si -0.0219 0.0041 0.0322
Si -0.0043 0.0159 0.0394
Si -0.0666 -0.17 -0.0286
Si 0.0434 0.3518 -0.3484
Si -0.2309 -0.1705 0.1423
Si -0.3115 -0.0237 -0.006
Si 0.0499 0.0748 0.1362
Si 0.0188 -0.0807 0.1691
Si -0.0793 0.2412 -0.2058
Si 0.0695 0.0368 0.2409
Si -0.3806 -0.1493 -0.3446
Si 0.0008 0.0007 -0.0004
Si -0.0004 -0.0002 0.0014
Si 0.0002 -0.0008 0.0009
Si -0.0009 0.0005 0.0005
Si -0.0008 0.0007 0.0011
Si -0.0009 -0.0001 0.0007
Si -0.0003 0.0003 0.0005
Si -0.0003 -0.001 0.0001
Si -0.0011 0 -0.0018
Si 0.0009 -0.001 -0.0021
Si 0.0013 -0.0007 -0.0018
Si -0.0011 0.003 -0.003
Si 0.0016 -0.0017 -0.0022
Si -0.0014 0.0002 -0.003
Si 0.0001 0.0014 -0.0029
Si 0.0012 -0.0013 -0.0024
Si -0.0016 0.0036 -0.0016
Si -0.0012 -0.0013 0.0022
Si 0.0013 0.0011 -0.0002
Si -0.0017 -0.0003 -0.0025
Si 0.0003 -0.0013 -0.0004
Si -0.0004 0.0026 0.0014
Si -0.0017 0.0003 0.0011
Si 0.0005 -0.0003 0.0012
O 0.0002 0.0002 0.0001
O -0.0002 0 0.0003
O -0.0001 0.0007 0.0009
O -0.0014 0.0002 0.0016
O -0.0006 -0.0003 0
O 0.0009 -0.001 0.0006
O 0.0005 -0.0003 0.0032
O 0.0013 -0.0005 -0.0008
O 0.0016 -0.0011 0.0008
O 0.0008 -0.0007 -0.0013
O 0.0003 -0.0006 0
O -0.0001 0.0003 -0.0005
O 0.0018 -0.0012 0.0021
O -0.0008 -0.0004 -0.0006
O 0.0003 0.0005 -0.0011
O -0.0015 0.0003 -0.0009
O -0.0001 -0.0002 0.0008
O 0.0003 -0.0004 0.0002
O 0.0001 0.0005 -0.0003
O 0.0014 -0.0006 0.0013
O -0.0012 0.0016 -0.0026
O 0 -0.0003 0.0005
O -0.0002 0.0002 -0.0008
O -0.0005 0.0003 0.0008
Si -0.0015 0.0017 -0.0009
Si -0.0006 0.0003 0.0002
Si 0.0011 0.0002 0.0013
Si -0.0008 0 0.0006
Si -0.0006 -0.0003 0.0009
Si -0.0007 0.0004 0.0003
Si 0 -0.0014 0.0002
Si -0.0001 -0.0007 0.0013
Si 0.0006 0.0003 0.001
Si -0.0005 0.0005 0.0006
Si -0.0001 0.0008 0.0009
Si 0.0009 -0.0015 -0.0024
Si -0.0007 -0.0007 0.0006
Si -0.0004 -0.0011 -0.0007
Si -0.0004 -0.0001 0.0002
Si -0.0003 -0.0001 0.0001
B -0.0003 -0.0002 0
Si -0.0003 -0.0017 0.0018
Si -0.0007 -0.0004 -0.0014
Si -0.0007 0.0005 0
Si -0.0004 0.0001 -0.0005
Si 0.0007 0.0064 -0.0011
Si -0.0005 0.0003 0.0001
Si 0.0001 -0.0001 0
Si -0.0009 -0.0007 0.0015
Si -0.0011 0.0019 0.0023
Si 0.0006 0.0004 -0.0023
Si -0.0003 0.0003 0.0001
Si -0.0002 -0.0005 -0.0006
Si -0.0002 0.001 -0.0014
Si -0.0001 -0.0001 0.0028
Si -0.0007 0.0011 0.0014
Si -0.0001 0.0005 -0.0028
Si 0 0 0.0011
Si -0.0016 -0.0006 0
Si -0.0007 0.0001 -0.001
Si -0.0002 -0.0007 -0.0009
O -0.0001 0.0002 -0.0009
O -0.0001 0.0002 0.0002
O -0.0009 0.0001 -0.0005
O -0.0003 0.0004 0
O -0.0005 -0.0006 0.0003
O -0.0003 0.0005 -0.0006
O -0.0008 0.0007 -0.0004
O -0.0004 0.0009 0.0003
O 0.0001 -0.0002 0.0005
O -0.0008 0.0008 -0.0009
O -0.0003 0.0001 0
O -0.0005 0.0005 -0.0002
O -0.0003 0.0005 -0.0001
O -0.0004 0.0001 -0.0009
O -0.0018 -0.0022 -0.0011
O -0.0001 -0.0001 0.0003
O -0.0005 0.0002 -0.0012
O 0 0.0003 -0.001
O -0.0005 0 -0.0005
O -0.0001 -0.0002 -0.0001
O 0.0011 0 0.0005
O -0.0011 0.0004 0.0011
O -0.0008 0.0006 -0.0001
O 0.0005 -0.0004 0.0003
O 0.0008 0.0014 -0.0029
O -0.0006 0.0005 0.0001
O -0.0001 0 0.0002
O -0.0004 -0.0014 -0.0001
O 0.0003 -0.0004 -0.0002
O -0.0004 0.0003 -0.0004
O -0.0003 -0.0004 -0.002
O -0.0002 0.0001 0.0002
O -0.0003 0.0001 -0.0005
O 0.0001 0.0002 -0.0002
O -0.0007 -0.0002 0.0004
O -0.0001 -0.0005 -0.001
O -0.0001 0.0004 -0.0007
O 0.0002 -0.0006 0.0002
O 0.0009 -0.0005 0.0017
O -0.0304 -0.0164 0.0467
O -0.0002 -0.0002 -0.0004
O 0.0001 0.0004 0
O 0.0006 0.0005 0.0005
O -0.0005 -0.0001 -0.0009
O -0.0007 -0.0008 0.0013
O -0.0006 -0.0002 0.0005
O -0.0004 0 -0.0001
O 0 -0.0003 -0.0008
O 0.0023 -0.0006 -0.0002
O -0.0004 0.0002 0.0011
O 0.0001 -0.0003 0.001
O -0.0003 0.0009 0.0008
O -0.0013 0.0004 -0.0007
O -0.0006 0.0003 0.0002
O 0.0001 -0.0001 0.0005
O -0.0002 0.0003 -0.0008
O 0.0003 0 0.0003
O -0.0008 0.0001 -0.0006
O -0.0006 0.0001 0.0002
O 0.0005 0.0015 -0.0021
O -0.0003 0.0003 -0.0009
O 0.0003 -0.0002 0.0011
O -0.0002 0.0003 -0.0019
O -0.001 0.0005 -0.0008
O -0.0001 -0.0003 -0.0001
O -0.0002 0.0001 0.0003
H 0.0247 0.0106 -0.0379

The program warned: the cutoff lies below the one the program advises for these potential files; the forces do not sum to zero within the program's tolerance; the exchange-correlation potential is rough where the density is thin.
